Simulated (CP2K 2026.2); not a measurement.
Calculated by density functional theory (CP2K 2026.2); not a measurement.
Periodic cell of 432 atoms, Si324O108, from a study of silicon, its oxide and their interface. The atomic structure is a simulated model.
Doubt: the forces sum to 1.09 eV/angstrom along one axis rather than to zero, so they err by at least 0.0025 eV/angstrom per atom on average; the grid cutoff is modest.

Settings
functional: PBE
method: Gaussian and plane waves
basis set: DZVP-MOLOPT-SR-GTH
pseudopotentials: GTH-PBE
grid cutoff: 350 Ry, relative cutoff 50 Ry
k points: Gamma only
occupations: fixed
spin: none
net charge: 0

Cell vectors (angstrom)
a 16.32 0 0
b 0 16.32 0
c -2.2315 -5.3413 29.4225

Atoms and the computed forces on them: element, x, y, z (angstrom), force x, y, z (eV/angstrom)
Si 1.63 14.637 0.147 -0.094 0.202 0.647
Si 2.259 -4.279 29.302 -0.379 0.302 0.697
Si 1.058 4.435 0.045 0.225 -0.223 0.635
Si 1.56 1.729 29.374 0.107 -0.049 0.697
Si -0.632 4.018 29.363 -0.127 0.083 0.637
Si 3.9 12.405 0.071 0.136 -0.223 0.613
Si 6.567 14.99 0.165 0.284 -0.073 0.654
Si 6.925 -3.754 29.326 0.222 -0.129 0.711
Si 7.066 3.962 0.016 -0.188 0.067 0.657
Si 9.334 6.998 0.169 0.204 -0.09 0.691
Si 7.058 9.149 0.189 -0.051 0.211 0.702
Si 9.854 12.029 0.092 -0.266 0.118 0.697
Si 12.487 14.706 0.153 -0.066 0.146 0.646
Si 12.526 -3.669 29.396 0.097 -0.198 0.672
Si 12.469 3.841 0.016 -0.143 0.186 0.734
Si 15.127 6.666 0.128 -0.243 0.176 0.712
Si 12.02 9.792 0.271 0.052 -0.117 0.722
Si 14.685 12.505 0.243 0.128 -0.043 0.727
Si 2.77 0.048 1.224 0.028 0.029 0.012
Si 5.466 2.733 1.248 -0.007 0.009 0.032
Si 2.693 5.512 1.323 -0.014 -0.018 0.043
Si 5.398 8.075 1.398 -0.064 0 0.033
Si 2.744 10.833 1.364 -0.004 -0.01 0.045
Si 5.408 13.512 1.483 -0.024 -0.025 0.038
Si 8.154 -0.028 1.313 0.016 0.032 0.01
Si 10.845 2.657 1.236 -0.015 -0.007 0.032
Si 8.185 5.425 1.443 -0.003 -0.004 0.048
Si 10.865 8.177 1.484 -0.015 -0.009 0.044
Si 8.181 10.878 1.336 0.04 -0.019 -0.016
Si 10.915 13.592 1.473 -0.009 -0.002 -0.018
Si 13.664 0.034 1.312 0.026 0.036 0.017
Si -0.006 2.777 1.331 -0.008 0.014 0.028
Si 13.562 5.444 1.372 -0.022 -0.038 0.054
Si 0.025 8.241 1.337 0.022 0.014 0.034
Si 13.565 10.948 1.559 0.02 -0.007 0.028
Si 0.022 13.59 1.482 0 0.007 0.067
Si 1.386 1.379 2.622 -0.012 -0.036 -0.051
Si 4.068 4.078 2.616 0.034 0.028 -0.061
Si 1.353 6.854 2.732 -0.015 -0.002 -0.02
Si 4.117 9.516 2.748 -0.012 0 -0.036
Si 1.359 12.166 2.765 0.027 -0.033 -0.039
Si 4.044 14.982 2.716 -0.016 0.015 0.003
Si 6.795 1.359 2.681 -0.016 -0.01 -0.024
Si 9.58 4.042 2.707 0.023 -0.016 -0.039
Si 6.748 6.726 2.77 0.026 0.022 -0.034
Si 9.486 9.542 2.801 -0.006 0.022 0.008
Si 6.834 12.191 2.754 0.017 -0.025 -0.046
Si 9.517 14.985 2.72 -0.006 0.002 -0.034
Si 12.216 1.335 2.657 0.001 0.006 -0.017
Si 14.949 4.101 2.737 0.019 0.035 -0.006
Si 12.238 6.788 2.762 0.005 0.002 -0.053
Si 14.983 9.534 2.759 0.005 -0.006 -0.053
Si 12.218 12.277 2.905 -0.019 -0.008 0.017
Si 15.002 15.032 2.753 -0.045 -0.023 -0.022
Si 0.051 0.051 4.073 0.011 0.016 0.063
Si 2.724 2.731 4.009 -0.013 0.008 0.089
Si -0.002 5.465 4.083 -0.004 0.011 0.052
Si 2.732 8.172 4.103 0.001 -0.013 0.052
Si 0.006 10.857 4.149 0.02 0.018 0.076
Si 2.705 13.597 4.079 0 0.015 0.051
Si 5.432 0.008 4.063 0.01 0.015 0.048
Si 8.173 2.705 4.052 -0.014 -0.026 0.05
Si 5.399 5.373 4.091 -0.026 -0.021 0.073
Si 8.113 8.139 4.103 0.007 0.021 0.043
Si 5.467 10.863 4.12 -0.035 -0.009 0.065
Si 8.164 13.609 4.082 0.012 0 0.05
Si 10.889 0.003 4.079 0.036 0.011 0.058
Si 13.572 2.712 4.048 -0.004 0.002 0.03
Si 10.889 5.416 4.101 -0.027 -0.016 0.067
Si 13.617 8.151 4.095 -0.001 0.004 0.068
Si 10.85 10.878 4.184 -0.012 -0.016 0.057
Si 13.633 13.668 4.139 0.021 0 0.051
Si 1.342 -1.387 16.365 0.005 -0.006 -0.076
Si 4.106 1.374 16.306 0.012 -0.01 -0.095
Si 1.326 4.045 16.351 -0.018 -0.027 -0.109
Si 4.025 6.748 16.262 -0.027 -0.021 -0.097
Si 1.359 9.531 16.25 -0.018 -0.033 -0.104
Si 4.118 12.265 16.27 0.014 0 -0.102
Si 6.819 -1.372 16.282 0.023 0.007 -0.116
Si 9.517 1.331 16.359 0.007 0.026 -0.099
Si 6.808 4.073 16.25 -0.046 -0.02 -0.113
Si 9.543 6.851 16.282 0.001 0.014 -0.111
Si 6.809 9.519 16.229 0.02 0.029 -0.112
Si 9.548 12.26 16.282 0.027 0.005 -0.107
Si 12.247 -1.313 16.393 0.021 0.019 -0.063
Si 14.96 1.368 16.397 -0.018 0.002 -0.138
Si 12.209 4.059 16.334 -0.021 0 -0.092
Si 14.952 6.806 16.293 -0.012 0.004 -0.082
Si 12.227 9.551 16.31 0.031 0.015 -0.125
Si 14.952 12.219 16.344 0.007 0.006 -0.104
Si 2.73 0.028 17.653 -0.004 0.013 0.052
Si 5.515 2.712 17.657 0.005 -0.013 0.029
Si 2.682 5.403 17.688 0.032 0.024 0.072
Si 5.416 8.14 17.518 0.018 0.015 0.049
Si 2.773 10.863 17.566 0.013 -0.024 0.031
Si 5.479 -2.71 17.652 -0.019 -0.019 0.077
Si 8.151 -0.064 17.699 0.018 -0.002 0.06
Si 10.853 2.702 17.734 0.02 0.003 0.023
Si 8.141 5.484 17.554 -0.007 0.005 0.046
Si 10.881 8.215 17.682 -0.027 -0.007 0.079
Si 8.192 10.863 17.584 -0.013 -0.024 0.049
Si 10.852 -2.693 17.704 -0.027 -0.034 0.053
Si 13.611 0.048 17.804 -0.024 -0.01 0.07
Si -0.006 2.705 17.795 0.021 0.014 0.101
Si 13.573 5.452 17.642 0.014 -0.013 0.036
Si -0.021 8.215 17.617 0.002 0.015 0.05
Si 13.546 10.901 17.713 -0.017 0.01 0.075
Si 0.027 -2.827 17.74 0.029 0.022 0.027
Si 1.424 1.351 19.138 -0.012 0.011 -0.038
Si 4.148 4.056 19 0.003 0.044 -0.111
Si 1.281 6.833 18.98 0.015 -0.04 -0.098
Si 4.085 9.484 18.894 0.001 -0.02 -0.045
Si 1.505 12.106 19.04 -0.047 0.038 -0.029
Si 4.135 -1.316 18.975 0.015 0.015 -0.056
Si 6.835 1.307 19.05 -0.058 0.054 0.009
Si 9.435 4.165 18.942 0.045 -0.04 -0.02
Si 6.78 6.823 18.877 -0.019 0.001 -0.053
Si 9.522 9.57 19.046 -0.002 0.029 -0.033
Si 6.83 12.189 18.943 0.016 0.006 -0.05
Si 9.428 -1.427 19.131 0.013 -0.026 -0.051
Si 12.19 1.389 19.217 -0.011 0.011 -0.077
Si -1.435 4.107 19.076 -0.007 -0.033 -0.055
Si 12.251 6.855 19.002 0.038 0.027 -0.034
Si -1.398 9.531 19.023 0.014 -0.062 -0.012
Si 12.219 12.297 19.091 0.01 0.029 -0.062
Si -1.324 -1.417 19.079 -0.044 -0.023 -0.091
Si 0.388 -0.427 20.312 -0.156 0.275 -0.729
Si 3.053 2.555 20.4 -0.181 0.035 -0.587
Si -0.306 5.736 20.305 0.079 -0.084 -0.697
Si 2.934 7.925 20.204 -0.298 0.327 -0.662
Si 0.027 10.82 20.35 0.106 -0.106 -0.645
Si 2.691 -2.584 20.276 0.199 -0.257 -0.64
Si 5.196 0.244 20.387 0.154 -0.096 -0.761
Si 8.178 2.756 20.31 -0.023 -0.025 -0.708
Si 5.222 5.732 20.236 0.328 -0.345 -0.658
Si 7.874 8.381 20.212 0.205 -0.118 -0.788
Si 5.689 10.584 20.175 -0.163 0.096 -0.779
Si 8.258 -3.049 20.445 -0.041 0.222 -0.646
Si 11.008 -0.286 20.432 -0.26 0.349 -0.667
Si 13.25 3.12 20.474 0.259 -0.324 -0.605
Si 10.987 5.344 20.231 -0.179 0.154 -0.747
Si 13.817 7.948 20.383 -0.134 0.179 -0.719
Si 10.606 11.191 20.389 0.08 -0.119 -0.72
Si 13.359 -2.426 20.436 0.286 -0.38 -0.648
Si -0.142 -3.181 25.133 -0.118 -0.043 -0.012
Si 3.864 11.871 22.34 0.014 0.05 -0.049
Si 2.873 1.38 24.629 -0.137 -0.052 -0.089
Si 2.163 5.959 26.541 0.015 0.023 0.148
Si 9.545 6.91 25.353 -0.008 -0.073 0.032
Si 12.57 10.291 25.421 0.09 -0.066 0.082
Si 0.392 0.988 22.895 0.18 0.119 -0.036
Si 11.111 2.688 27.438 -0.016 -0.062 0.136
Si -1.559 -4.021 22.405 -0.063 0.069 0.019
Si 1.751 8.735 25.481 0.125 0.07 0.165
Si 8.934 0.414 27.35 0.071 0.069 0.197
Si 7.012 11.291 26.426 0.04 -0.121 0.027
Si 6.781 4.488 22.433 0.072 0.01 -0.072
Si 6.565 -1.508 22.676 -0.037 -0.145 -0.163
Si 10.037 1.466 22.551 -0.092 -0.121 -0.039
Si 0.873 3.578 25.383 -0.074 -0.029 -0.092
Si 7.913 0.522 24.507 0.008 0.07 -0.058
Si 6.753 6.756 26.661 0.016 0.159 -0.018
Si 13.754 -3.645 26.575 -0.035 0.077 0.026
Si 12 4.837 25.427 -0.073 0.141 0.027
Si 12.733 2.957 23.363 0.158 0.044 -0.135
Si -1.471 1.643 25.194 0.073 0.064 0.037
Si 4.779 9.014 26.636 -0.109 -0.044 -0.075
Si 14.18 5.974 27.33 0.115 0.045 0.056
Si 2.459 -2.928 26.471 0.134 -0.022 -0.032
Si 3.021 -0.126 27.24 0.03 0.106 0.146
Si 9.117 6.52 22.42 -0.084 -0.076 -0.138
Si -1.431 -1.048 26.526 -0.015 0.007 0.005
Si 9.711 9.794 26.637 -0.079 0.14 -0.089
Si 1.771 9.58 22.423 -0.015 -0.075 -0.051
Si 5.112 -3.315 24.792 -0.017 0.051 0.046
Si 1.092 3.816 22.346 0.121 -0.033 -0.096
Si 4.71 4.511 26.773 -0.062 0.064 -0.044
Si 5.515 2.59 24.574 0.033 0.09 -0.073
Si -1.148 8.89 26.73 -0.072 -0.056 -0.116
Si 12.644 9.945 22.465 0.034 0.047 -0.161
Si 1.362 14.967 5.439 -0.01 -0.015 -0.03
Si 4.074 1.376 5.408 -0.013 -0.006 -0.04
Si 1.368 4.083 5.406 0.011 0.003 -0.041
Si 4.071 6.776 5.445 0.012 0.01 -0.037
Si 1.377 9.509 5.485 -0.014 -0.011 -0.024
Si 4.088 12.251 5.439 0.01 -0.001 -0.039
Si 6.791 14.967 5.43 -0.003 0.003 -0.029
Si 9.523 1.359 5.432 -0.008 0.003 -0.027
Si 6.803 4.048 5.43 0.003 -0.006 -0.034
Si 9.508 6.783 5.438 0.002 0 -0.035
Si 6.79 9.497 5.487 0.015 -0.002 -0.015
Si 9.499 12.264 5.491 -0.008 -0.004 -0.013
Si 12.244 14.994 5.473 -0.014 -0.006 -0.015
Si 14.964 1.383 5.416 -0.007 -0.008 -0.036
Si 12.247 4.064 5.451 0.013 0.009 -0.023
Si 14.966 6.8 5.465 0.009 0.005 -0.027
Si 12.25 9.505 5.469 0.002 -0.001 -0.023
Si 14.974 12.26 5.469 -0.008 -0.001 -0.029
Si 2.726 0.011 6.783 0.007 0.001 0.035
Si 5.437 2.708 6.793 0.012 -0.008 0.03
Si 2.711 5.426 6.8 -0.009 -0.003 0.028
Si 5.424 8.134 6.819 0.001 -0.005 0.024
Si 2.733 10.892 6.813 0.001 0.007 0.018
Si 5.443 13.607 6.802 -0.006 0.005 0.018
Si 8.162 -0.001 6.79 0.001 -0.007 0.021
Si 10.878 2.715 6.803 0 0.001 0.026
Si 8.15 5.423 6.795 -0.01 0.008 0.022
Si 10.877 8.14 6.805 -0.003 -0.001 0.007
Si 8.147 10.879 6.829 -0.005 0.006 0.008
Si 10.884 13.619 6.822 0.01 -0.001 0.012
Si 13.617 0.03 6.806 0.004 -0.003 0.023
Si 0.004 2.734 6.78 -0.008 0.015 0.025
Si 13.602 5.431 6.809 0.002 -0.002 0.022
Si 0.005 8.153 6.828 -0.001 -0.007 0.027
Si 13.606 10.888 6.813 0 0 0.013
Si 0.009 13.618 6.819 0.002 0.01 0.022
Si 1.357 1.364 8.142 -0.007 -0.01 -0.008
Si 4.079 4.071 8.154 0.001 0.01 -0.004
Si 1.359 6.783 8.173 -0.008 0.001 -0.001
Si 4.076 9.516 8.169 0.004 -0.002 0
Si 1.368 12.251 8.169 0.003 0.001 -0.005
Si 4.079 -1.35 8.154 0.006 -0.005 -0.006
Si 6.799 1.353 8.154 -0.006 0.001 -0.005
Si 9.516 4.074 8.159 -0.001 0.001 -0.002
Si 6.799 6.783 8.164 -0.001 0.003 0.001
Si 9.525 9.514 8.163 0.002 0.007 0.002
Si 6.79 12.245 8.173 0.002 -0.011 0.009
Si 9.519 -1.345 8.168 -0.003 -0.002 0.006
Si 12.247 1.371 8.167 0.004 0.006 -0.001
Si 14.967 4.076 8.16 0.005 0.011 -0.006
Si 12.238 6.788 8.166 -0.01 -0.002 0.001
Si 14.964 9.526 8.171 0.008 0.003 0
Si 12.245 12.247 8.168 -0.004 -0.004 -0.001
Si 14.962 -1.343 8.166 -0.002 -0.015 -0.003
Si 0.003 0.013 9.521 0.001 0 0.026
Si 2.715 2.714 9.511 0.002 0.002 0.027
Si -0.004 5.429 9.528 -0.003 -0.002 0.033
Si 2.713 8.156 9.523 0.002 0.007 0.02
Si 0.004 10.89 9.525 -0.003 0 0.017
Si 2.722 13.614 9.524 -0.002 0 0.024
Si 5.44 0 9.518 0.005 -0.007 0.026
Si 8.159 2.712 9.516 -0.004 0.004 0.02
Si 5.436 5.428 9.518 0.002 -0.001 0.027
Si 8.163 8.15 9.515 -0.013 -0.007 0.009
Si 5.434 10.88 9.525 -0.004 -0.002 0.014
Si 8.161 13.608 9.519 0.006 -0.001 0.018
Si 10.887 0.009 9.523 0.003 -0.003 0.019
Si 13.608 2.723 9.528 -0.001 0.009 0.027
Si 10.878 5.43 9.523 -0.001 -0.002 0.021
Si 13.597 8.16 9.518 0.001 0.002 0.016
Si 10.885 10.881 9.516 0.005 0.002 0.013
Si 13.605 13.612 9.522 0.001 0.003 0.023
Si 1.356 -1.349 10.884 -0.002 0.003 -0.05
Si 4.072 1.354 10.875 -0.002 -0.004 -0.049
Si 1.351 4.061 10.881 -0.009 0 -0.051
Si 4.077 6.794 10.873 0.002 0 -0.041
Si 1.353 9.518 10.882 0.001 -0.006 -0.038
Si 4.074 12.244 10.879 0.001 -0.001 -0.036
Si 6.803 -1.354 10.877 -0.003 0.001 -0.043
Si 9.529 1.366 10.882 0.003 0.005 -0.045
Si 6.795 4.067 10.875 -0.006 0.005 -0.044
Si 9.519 6.792 10.878 0.005 0.003 -0.04
Si 6.803 9.516 10.867 -0.002 0 -0.036
Si 9.533 12.252 10.869 0.002 0.002 -0.044
Si 12.247 -1.349 10.882 0.002 -0.004 -0.051
Si 14.961 1.36 10.892 0.001 -0.002 -0.051
Si 12.245 4.079 10.885 0.001 0 -0.046
Si 14.951 6.794 10.876 0.004 -0.006 -0.048
Si 12.245 9.526 10.877 -0.001 -0.001 -0.039
Si 14.966 12.255 10.882 0.002 0.003 -0.047
Si 2.711 0.007 12.247 0.012 -0.006 0.074
Si 5.435 2.707 12.233 -0.001 0 0.074
Si 2.71 5.43 12.221 0.005 0.006 0.073
Si 5.441 8.157 12.224 0.007 0.004 0.068
Si 2.709 10.885 12.236 -0.002 -0.002 0.07
Si 5.435 13.611 12.228 0.004 -0.007 0.068
Si 8.172 0 12.233 -0.001 0.001 0.066
Si 10.894 2.718 12.248 0.003 0.012 0.075
Si 8.158 5.424 12.231 -0.007 -0.009 0.069
Si 10.887 8.157 12.225 -0.002 -0.004 0.067
Si 8.169 10.886 12.207 -0.002 0 0.07
Si 10.892 13.61 12.237 0 -0.005 0.069
Si 13.602 0.002 12.256 -0.005 -0.013 0.077
Si -0.002 2.708 12.261 0.007 0.009 0.076
Si 13.602 5.436 12.247 -0.003 0.019 0.074
Si -0.014 8.154 12.231 -0.011 0.001 0.074
Si 13.601 10.898 12.234 0.003 -0.002 0.072
Si -0.007 13.62 12.25 0.003 -0.001 0.073
Si 1.348 1.343 13.632 -0.001 -0.01 -0.095
Si 4.055 4.059 13.575 -0.011 0.007 -0.103
Si 1.339 6.777 13.576 0.005 -0.012 -0.105
Si 4.076 9.518 13.578 -0.001 -0.007 -0.09
Si 1.354 12.254 13.597 -0.007 0.004 -0.091
Si 4.076 -1.353 13.594 -0.003 0.003 -0.095
Si 6.809 1.352 13.587 -0.003 -0.002 -0.097
Si 9.524 4.074 13.598 0.005 0.003 -0.093
Si 6.795 6.787 13.577 -0.008 -0.001 -0.09
Si 9.535 9.537 13.562 -0.001 0.008 -0.101
Si 6.816 12.252 13.557 0.013 -0.005 -0.103
Si 9.542 -1.346 13.597 0.009 0.001 -0.101
Si 12.25 1.362 13.622 -0.001 0.01 -0.101
Si 14.952 4.07 13.615 -0.012 -0.006 -0.106
Si 12.239 6.801 13.597 0.002 -0.002 -0.092
Si 14.947 9.523 13.583 0.007 -0.011 -0.097
Si 12.263 12.27 13.605 0.008 0.003 -0.098
Si 14.953 -1.352 13.632 0.001 0.007 -0.1
Si -0.015 -0.007 15.015 -0.007 -0.005 0.111
Si 2.709 2.716 14.97 0.015 0.027 0.113
Si -0.004 5.423 14.967 0.024 0.022 0.108
Si 2.699 8.141 14.912 0.018 0.008 0.093
Si -0.022 10.89 14.935 -0.003 0.009 0.101
Si 2.712 -2.703 14.959 0 0.008 0.1
Si 5.448 0 14.947 -0.013 -0.001 0.101
Si 8.181 2.691 14.952 0.016 0.002 0.103
Si 5.416 5.414 14.915 0.009 0.022 0.098
Si 8.176 8.167 14.896 -0.001 -0.01 0.096
Si 5.455 10.898 14.903 -0.002 -0.003 0.099
Si 8.178 13.601 14.924 -0.014 -0.018 0.102
Si 10.892 0.005 14.985 0.008 -0.021 0.099
Si 13.605 2.715 14.998 0.011 -0.011 0.108
Si 10.881 5.438 14.957 0.008 -0.003 0.098
Si 13.588 8.175 14.954 -0.017 -0.003 0.098
Si 10.893 10.899 14.926 -0.021 -0.016 0.095
Si 13.598 -2.697 15.016 -0.026 -0.002 0.105
O 4.125 1.396 20.868 -0.145 0.052 0.154
O 1.523 -1.536 20.683 -0.191 -0.099 0.216
O -1.396 6.833 20.868 -0.129 0.027 0.197
O 6.078 5.329 26.951 0.402 -0.407 0.244
O 5.625 7.754 26.028 -0.186 -0.054 -0.517
O 9.747 8.252 26.198 0.08 -0.198 0.21
O 1.079 4.222 23.905 0.047 0.67 0.155
O 9.074 1.419 23.835 0.063 0.498 0.442
O 8.373 -0.067 25.929 0.005 -0.471 -0.105
O 2.117 -1.437 26.997 -0.522 0.153 -0.065
O 11.363 -2.593 28.962 0.018 -0.097 -0.442
O 10.43 0.022 21.936 -0.267 -0.469 0.281
O 7.367 -2.573 21.741 -0.214 -0.379 0.249
O 0.457 2.862 28.881 -0.053 -0.141 -0.514
O 10.393 5.992 21.596 0.266 0.165 0.274
O 0.247 2.447 22.198 -0.307 -0.144 -0.238
O -0.977 -3.951 26.311 0.335 -0.2 0.401
O 9.438 12.224 20.934 0.156 -0.025 0.308
O 0.561 8.216 29.145 0.119 0.061 -0.094
O 3.454 -3.036 21.659 0.204 0.361 0.305
O 5.989 2.756 29.126 -0.065 0.066 -0.39
O 10.515 3.817 28.404 0.075 0.268 -0.148
O 8.71 5.531 29.111 -0.056 -0.164 -0.487
O 5.532 -2.134 23.757 -0.399 0.361 0.178
O 2.011 2.444 25.49 0.064 -0.178 0.556
O -0.625 12.117 21.097 0.082 0.551 -0.256
O 2.57 8.381 21.721 0.349 -0.351 0.586
O 8.15 5.269 22.77 0.057 -0.124 0.48
O 8.421 10.575 25.982 -0.12 0.117 -0.311
O 2.235 6.523 28.059 0.163 0.073 -0.105
O 7.31 -4.428 27.898 0.387 -0.128 -0.126
O 13.036 6.428 28.358 -0.05 -0.348 -0.115
O 9.522 9.932 28.238 -0.585 0.193 -0.057
O 13.785 -2.813 21.974 0.001 0.466 0.627
O 8.361 7.645 21.566 0.106 0.141 0.439
O 12.208 -1.33 20.707 0.016 0.076 0.157
O 11.355 2.235 22.994 -0.08 -0.108 -0.095
O 3.597 5.406 26.023 0.127 0.096 -0.646
O 12.98 -4.45 25.4 -0.301 0.36 -0.291
O 10.753 5.859 25.63 -0.049 0.077 0.323
O 13.906 10.946 22.566 0.399 -0.116 0.015
O -1.32 9.646 28.153 -0.261 0.553 -0.031
O 7.037 3.367 21.301 -0.252 -0.325 0.062
O -0.693 -1.315 27.958 0.71 -0.457 -0.165
O -1.763 0.525 26.334 -0.1 0.097 0.191
O 13.687 2.877 22.042 0.674 -0.098 0.376
O -0.132 -0.053 21.804 -0.329 -0.198 0.473
O 9.598 7.219 23.776 0.124 0.678 0.011
O 5.072 3.139 26.024 0.061 -0.376 0.256
O 1.099 4.747 26.464 -0.346 -0.122 0.415
O 0.426 5.054 21.583 -0.112 0.254 0.269
O 4.314 -0.559 28.119 0.387 0.165 -0.292
O 11.376 10.567 21.682 -0.245 0.039 0.22
O 2.539 3.442 21.694 0.165 0.367 0.268
O 1.455 -3.391 25.277 0.326 -0.328 -0.606
O 5.084 11.228 21.526 0.224 0.017 0.167
O 12.066 4.223 20.686 -0.151 0.096 0.125
O 6.773 9.481 20.698 -0.125 0.18 0.273
O 13.876 9.428 25.897 -0.093 -0.305 -0.058
O 13.248 -4.179 28.017 0.272 -0.217 0.103
O 3.302 10.811 29.121 0.124 -0.162 -0.375
O 7.218 7.381 28.089 0.014 0.681 0.14
O 0.406 9.781 21.576 -0.373 -0.547 0.102
O 10 1.586 27.095 0.076 0.096 -0.286
O 6.163 3.813 23.748 0.14 0.296 0.322
O 1.583 9.254 23.97 -0.18 0.055 -0.122
O 1.909 0.759 23.466 0.152 -0.364 -0.312
O 5.759 -0.473 21.732 -0.242 0.219 0.423
O 11.577 3.437 26.111 0.002 -0.356 -0.374
O 4.71 8.812 28.241 0.244 -0.453 0.125
O 9.622 -0.846 28.081 -0.223 -0.239 -0.348
O 13.127 8.593 21.718 -0.026 -0.21 0.468
O 13.567 -2.024 26.488 -0.764 0.396 -0.182
O 11.207 10.315 26.299 0.005 0.281 0.286
O 2.194 1.009 28.05 0.149 0.233 -0.445
O -0.464 -1.602 25.343 0.108 0.259 -0.472
O 7.723 0.98 28.253 -0.297 -0.007 -0.062
O 9.339 2.21 21.303 0.343 0.109 0.04
O 2.084 -3.863 27.737 -0.419 0.008 -0.324
O -0.62 0.853 24.105 -0.208 -0.464 0.076
O 4.027 6.78 20.473 0.005 -0.087 0.244
O 13.477 2.16 24.553 -0.341 -0.046 0.262
O 13.975 0.182 29.144 -0.064 -0.07 -0.25
O 11.374 8.26 29.103 0.178 -0.158 -0.428
O 4.161 2.023 23.889 -0.179 0.12 -0.72
O 3.243 9.179 26.06 -0.062 0.407 0.082
O 1.725 7.126 25.528 -0.247 -0.403 -0.605
O 5.716 5.486 21.77 -0.118 0.322 0.369
O 5.884 -2.54 28.943 -0.046 0.154 -0.502
O 12.172 9.682 23.979 -0.29 -0.433 0.02
O -0.652 -3.697 23.689 0.194 -0.189 0.09
O 4.337 11.927 23.873 -0.352 -0.609 0.181
O -1.258 7.263 26.879 0.111 -0.057 -0.004
O 8.035 6.431 25.726 -0.136 -0.248 -0.112
O 6.51 -3.842 25.432 0.203 0.212 -0.33
O 7.676 -0.705 23.505 0.278 -0.123 0.114
O 13.385 5.391 26.057 0.427 -0.145 -0.181
O 3.44 0.361 25.754 0.335 -0.342 -0.235
O 12.36 1.963 28.153 0.315 -0.074 -0.45
O -0.582 2.92 25.67 -0.293 0.098 0.227
O -1.251 4.83 28.077 -0.1 0.037 -0.285
O 4.077 4.218 28.226 -0.684 0.171 -0.158
O 5.722 10.305 26.392 -0.082 0.288 -0.103
O 6.588 1.407 24.715 -0.112 -0.224 0.085
O 0.36 9.239 26.193 0.13 0.42 0.088
O 4.011 -2.95 25.952 0.117 0.23 0.322
O 2.551 10.966 22.247 -0.125 0.261 -0.241
O 12.36 4.457 23.884 0.143 0.348 -0.426

Results
total energy: -82019.594 eV
total energy less fixed offsets of O -438.35, Si -107.03 eV per atom: -0.074 eV
